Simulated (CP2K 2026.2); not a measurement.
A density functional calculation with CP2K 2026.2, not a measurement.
Periodic cell of 1144 atoms, Si864O280, from a study of silicon, its oxide and their interface. The atomic structure is a simulated model.
Doubt: the forces sum to 2.79 eV/angstrom along one axis rather than to zero, so they err by at least 0.0024 eV/angstrom per atom on average; the grid cutoff is modest.

Settings: functional PBE; method Gaussian and plane waves; basis set DZVP-MOLOPT-SR-GTH; pseudopotentials GTH-PBE; grid cutoff 350 Ry, relative cutoff 50 Ry; k points Gamma only; occupations fixed; spin none; net charge 0.

Cell vectors (angstrom)
a 32.64 0 0
b 0 16.32 0
c -0.0277 -7.1786 38.9232

Atoms and the computed forces on them: element, x, y, z (angstrom), force x, y, z (eV/angstrom)
Si 29.8996 -6.6642 38.1252 0.0791 -0.1133 0.0203
Si 0.1635 0.2909 0.5169 0.179 0.2919 0.5506
Si 30.2415 5.6492 0.0481 -0.4419 0.5663 0.4676
Si 0.6199 6.3007 0.5681 0.5612 -0.5017 0.3467
Si 32.4073 11.1855 0.5265 -0.1623 -0.2771 0.7249
Si 2.6469 6.3256 36.2425 0.0792 0.0897 0.1338
Si 1.5555 13.817 0.2631 0.0305 -0.1098 0.0295
Si 6.0772 1.3077 1.638 0.1368 -0.2348 0.6808
Si 3.8437 3.5354 1.6736 -0.2716 0.1352 0.6702
Si 6.0531 6.6757 1.3657 0.4165 -0.1118 0.6666
Si 3.7428 8.8429 1.4913 -0.1839 0.2808 0.6201
Si 5.3181 5.1973 36.9525 0.0444 -0.108 0.1589
Si 8.4452 13.4464 0.6208 0.0885 0.2943 0.5347
Si 10.2192 -4.9042 38.0357 0.0043 0.0088 0.0487
Si 10.8118 5.2498 2.8308 -0.0628 0.0186 0.0501
Si 12.4458 6.368 1.6296 0.0577 -0.1267 0.5963
Si 5.9996 11.4432 0.679 -0.3258 -0.0625 0.5675
Si 11.5786 11.3629 2.6933 0.1014 0.1877 0.527
Si 15.0629 13.3902 1.1677 0.1489 -0.6331 0.2334
Si 17.7781 -6.2754 38.5269 -0.114 -0.0272 0.0573
Si 14.6856 4.2397 1.1511 0.3546 -0.3913 0.0945
Si 17.0752 7.3446 1.5538 -0.0354 -0.0341 0.0031
Si 15.1996 8.9252 1.4713 0.2381 -0.0802 0.3438
Si 17.1911 12.0076 1.2468 0.029 0.0018 -0.0967
Si 20.4677 14.2308 0.8465 -0.313 -0.3467 0.4926
Si 23.6865 1.1573 1.4398 0.1924 -0.1964 0.5281
Si 19.8007 3.175 0.3759 0.0467 0.0804 0.6549
Si 22.6039 7.0934 0.8279 -0.1053 0.0127 0.1345
Si 20.5107 9.3647 1.2813 -0.0369 0.0298 0.7051
Si 23.7657 11.7565 1.7056 0.0855 -0.0598 -0.0401
Si 25.6919 -0.1952 1.4569 -0.0755 0.6021 0.276
Si 29.0272 2.9868 0.7284 0.0642 -0.1874 0.7633
Si 26.5076 4.6191 1.2133 0.2523 0.354 0.4436
Si 29.0304 7.1983 1.451 0.5015 -0.4396 0.2595
Si 25.7337 10.3885 1.7712 -0.3276 0.1033 0.5059
Si 28.7086 6.8285 38.6494 -0.0136 0.0104 0.1233
Si 0.5469 0.7567 2.7791 0.0486 0.0312 0.0899
Si 2.318 2.4231 3.0494 -0.0315 -0.0718 -0.0551
Si 0.6271 6.0721 2.9086 -0.0492 -0.0705 -0.0522
Si 2.3322 7.7938 3.0665 0.0151 0.0192 -0.0596
Si 32.0092 10.3571 2.7179 0.0443 -0.0237 -0.0411
Si 3.2227 14.262 2.8438 0.2096 0.2149 0.6074
Si 5.0426 -0.3331 2.9674 -0.0348 -0.0582 -0.0123
Si 7.9029 2.5594 2.7285 -0.0435 -0.0161 -0.0178
Si 5.1169 5.1691 2.8882 -0.0788 -0.0317 -0.0348
Si 7.94 7.9467 2.2007 -0.3546 -0.2484 0.4416
Si 5.0138 10.663 2.6144 -0.0292 -0.099 -0.0565
Si 8.7207 14.1742 2.8017 0.0121 0.0161 -0.0458
Si 10.5187 15.7852 2.7861 -0.1901 -0.023 0.5108
Si 13.5552 2.6727 2.5173 0.2179 0.3569 0.2179
Si 9.4015 3.9743 1.4839 -0.1652 -0.0595 0.5913
Si 13.6132 7.9691 2.8499 -0.0236 -0.0564 0.0298
Si 10.6224 4.3734 38.6867 0.113 0.0842 0.0099
Si 13.3574 13.0159 2.8321 -0.0227 -0.0501 0.0279
Si 16.7153 15.8535 2.1795 0.3825 -0.3165 0.5194
Si 19.7728 3.3194 2.722 0.0537 0.1023 -0.0434
Si 16.2603 5.3981 2.5662 -0.0306 -0.0173 0.0297
Si 18.9759 8.1917 2.6871 0.0713 0.0243 -0.0386
Si 16.1846 10.6269 2.8001 -0.0082 -0.049 -0.0045
Si 19.0359 13.1628 2.4303 0.0319 0.0139 -0.021
Si 21.9188 0.0759 2.5713 0.2212 0.21 0.4165
Si 24.4774 2.7737 2.8982 -0.3373 -0.3018 0.4367
Si 21.3997 5.1452 2.8868 -0.2162 -0.1973 0.5104
Si 24.7087 8.4613 2.8647 0.3718 0.3262 0.4194
Si 21.8973 10.7224 2.7107 -0.074 0.0281 0.0035
Si 24.5407 13.5921 2.9718 -0.2808 -0.338 0.2946
Si 27.4452 0.4935 2.9566 0.1058 -0.0051 -0.0562
Si 29.2167 2.1833 2.8836 -0.0695 -0.0525 0.038
Si 27.6105 5.8114 2.8354 0.0552 0.0209 -0.0174
Si 30.2875 8.5879 2.9065 -0.01 0.0846 -0.0666
Si 27.4451 11.3313 3.0988 0.1112 -0.0397 -0.0498
Si 29.1156 13.1162 2.7774 -0.1194 -0.2138 0.6357
Si 31.2266 1.4428 3.9951 0.0166 -0.0107 -0.0731
Si 1.3246 4.1886 4.2067 0.0133 0.0213 0.0228
Si 31.3966 6.9181 4.1482 -0.0119 -0.0322 -0.0046
Si 1.1784 9.5417 4.1075 -0.0088 0.0651 -0.0267
Si 31.0748 12.2142 3.9303 -0.0168 0.0096 -0.0804
Si 1.3922 15.1899 4.0395 0.0004 0.0244 -0.0881
Si 3.98 1.3049 4.317 -0.038 -0.0701 0.018
Si 6.7234 4.016 4.1436 0.0095 0.0226 0.0401
Si 4.0012 6.7094 4.2786 0.063 -0.0237 0.0337
Si 6.7791 9.4871 3.7487 -0.0107 -0.042 -0.0032
Si 4.0263 12.3155 3.9924 0.0162 0.0483 -0.062
Si 6.8397 14.9442 4.0806 -0.0409 -0.0494 -0.0043
Si 9.453 1.2575 3.9919 0.0013 -0.0597 -0.0267
Si 12.2083 3.8936 4.0659 0.0426 -0.0443 0.0496
Si 9.3991 6.8249 3.846 -0.0422 0.0399 0.0104
Si 12.2921 9.512 4.0247 -0.0282 0.0527 -0.0356
Si 9.6957 12.2996 3.9127 -0.0252 -0.0084 -0.0266
Si 12.2985 14.8134 4.0118 0.0188 0.0275 -0.011
Si 14.9706 1.4782 3.9377 -0.3782 0.1863 0.4174
Si 17.7987 4.1319 3.8665 0.0186 -0.0434 -0.015
Si 14.9948 6.6343 4.1571 0.0689 -0.0386 -0.02
Si 17.696 9.4715 4.153 -0.0043 -0.0255 0.0008
Si 14.9472 12.036 4.2141 0.0387 0.0873 0.036
Si 17.9103 14.7465 3.8345 -0.0416 0.0338 -0.0498
Si 20.5903 1.4643 3.9596 -0.0421 -0.0787 -0.0526
Si 23.1147 4.1606 4.1628 -0.01 0.0206 -0.0029
Si 20.3188 6.8267 4.1006 0.0122 0.0005 -0.0057
Si 23.1627 9.5109 4.2576 0.0403 0.01 -0.0427
Si 20.4363 12.0739 3.9809 0.0177 -0.0468 -0.028
Si 23.0546 14.974 4.1071 0.0285 0.037 0.0164
Si 25.8396 1.4955 4.3316 -0.0971 0.0019 0.0012
Si 28.5515 4.0979 4.1566 0.0331 -0.0488 -0.0361
Si 25.988 6.9373 4.1111 -0.0712 -0.0308 -0.0416
Si 28.617 9.6359 4.2287 0.0106 0.0288 0.0311
Si 25.8776 12.377 4.4495 -0.0202 0.0152 0.0032
Si 28.4455 14.9883 4.1083 0.0236 0.0212 0.0209
Si 29.9731 -0.0315 5.3962 -0.0665 0.0331 -0.0406
Si 32.486 2.8459 5.4725 0.0031 0.0063 -0.0709
Si 30.0005 5.4587 5.4355 0.0229 -0.022 -0.0003
Si 32.6215 8.2325 5.6362 0.0077 -0.0189 -0.0278
Si 29.9272 10.9872 5.5932 -0.0311 -0.0056 -0.0196
Si 32.5736 13.6528 5.2128 0.0216 -0.0105 -0.0282
Si 2.6474 -0.0099 5.6629 0.0085 0.046 0.0101
Si 5.4053 2.6921 5.5465 -0.0179 0.0092 0.0166
Si 2.7052 5.3909 5.6661 -0.0763 0.0119 0.0107
Si 5.4889 8.18 5.3297 0.0635 0.0239 -0.0014
Si 2.6179 10.9715 5.3359 -0.0026 -0.027 0.0365
Si 5.5072 13.5056 5.401 -0.0222 0.0477 0.0184
Si 8.1295 -0.0087 5.4715 0.0412 -0.0041 -0.0009
Si 10.8293 2.5777 5.3908 0.0125 0.0208 0.027
Si 8.1278 5.4641 5.3475 0.0104 0.0081 0.0024
Si 10.7997 8.1566 5.2636 0.0233 -0.056 -0.0053
Si 8.1879 10.8688 5.1571 -0.0274 0.0264 -0.0325
Si 10.9462 13.5439 5.4702 0.052 -0.0415 -0.0105
Si 13.6644 -0.0348 5.269 0.0215 0.025 -0.0258
Si 16.3958 2.7719 5.2924 0.0103 0.0194 -0.0269
Si 13.5661 5.3016 5.4246 -0.0215 0.0281 0.0096
Si 16.3534 8.0527 5.4728 -0.0067 -0.0159 -0.0079
Si 13.6136 10.7215 5.5654 -0.0536 0.0205 -0.0107
Si 16.4084 13.5505 5.3014 0.0037 -0.0189 -0.0281
Si 19.1198 -0.0005 5.2068 -0.0046 0.024 -0.0499
Si 21.8337 2.7257 5.5091 0.0025 -0.0076 -0.0212
Si 18.9902 5.4501 5.4429 0.0025 -0.0197 -0.0206
Si 21.7478 8.1237 5.4831 0.0149 -0.0324 -0.0116
Si 19.0777 10.8352 5.4561 -0.006 0.0512 0.0351
Si 21.6937 13.5562 5.3916 0.0011 -0.0114 -0.016
Si 24.4423 0.0173 5.5033 -0.0298 0.0012 0.0228
Si 27.1853 2.8707 5.6301 0.0247 -0.0034 0.0024
Si 24.5565 5.5323 5.4211 0.0139 0.0252 0.0387
Si 27.2568 8.2532 5.5429 -0.0142 0.0425 0.017
Si 24.4689 10.9204 5.6022 -0.05 0.0094 0.0168
Si 27.2011 13.7761 5.6981 0.05 -0.0039 0.0137
Si 31.3013 14.9478 6.769 0.0158 -0.016 -0.0085
Si 1.2535 1.4403 6.8452 0.0054 0.0132 -0.0347
Si 31.2495 4.1532 6.9232 -0.0175 0.035 0.0432
Si 1.3495 6.8277 6.9248 0.0147 0.0102 -0.0034
Si 31.2566 9.5947 6.9395 0.0017 0.0348 -0.0213
Si 1.2784 12.3171 6.7054 -0.0063 0.001 0.0058
Si 4.1114 14.8841 6.807 0.0285 -0.0195 -0.0248
Si 6.7852 1.3274 6.8504 0.0071 0.0174 0.0368
Si 4.0716 4.028 6.9411 0.0552 -0.0075 0.0214
Si 6.789 6.8085 6.7492 -0.0156 0.0003 -0.0116
Si 4.057 9.5624 6.6594 -0.0068 -0.0379 -0.0412
Si 6.8624 12.1472 6.7056 0.0433 -0.03 0.004
Si 9.5273 14.9158 6.7696 0.0138 0.0246 -0.0173
Si 12.2593 1.2575 6.7077 0.0124 -0.0009 0.0102
Si 9.4994 4.0502 6.6993 -0.0136 0.0145 -0.0259
Si 12.1761 6.7615 6.6674 -0.006 0.0046 -0.0224
Si 9.483 9.5247 6.6466 -0.0169 -0.0058 0.0379
Si 12.2646 12.1707 6.8267 0.0034 0.0009 0.028
Si 15.0151 14.9249 6.6582 0.0177 -0.0149 -0.0065
Si 17.7193 1.3277 6.6247 -0.0273 -0.0261 -0.0016
Si 14.9963 4.0192 6.7586 0.0321 0.0211 -0.0246
Si 17.6843 6.7515 6.8666 -0.014 0.0375 0.033
Si 14.9948 9.3925 6.8556 0.016 -0.0359 0.0223
Si 17.7097 12.2302 6.7615 0.0004 0.0185 -0.0016
Si 20.3843 14.9833 6.7195 -0.0092 0.0174 0.0107
Si 23.1376 1.38 6.8869 0.0575 -0.0142 0.0042
Si 20.3901 4.0779 6.7731 0.0058 0.0154 -0.0126
Si 23.1477 6.8027 6.8195 0.0288 -0.0003 0.0175
Si 20.4138 9.4952 6.8407 -0.0284 0.0021 -0.0198
Si 23.0729 12.294 6.8592 -0.0222 -0.0226 -0.0322
Si 25.7881 -1.2462 6.9635 -0.035 0.0275 -0.0026
Si 28.6052 1.3871 6.7974 0.0221 -0.006 -0.0786
Si 25.8169 4.2011 6.9208 -0.0687 0.0111 -0.0067
Si 28.6177 6.8312 6.8187 -0.0178 -0.0098 -0.0188
Si 25.8634 9.5607 6.9079 -0.0081 0.0079 -0.0088
Si 28.5667 12.3299 6.9371 -0.0058 0.0022 0.0109
Si 32.6031 0.0136 8.1778 -0.0182 -0.0117 -0.0105
Si 2.6646 2.7026 8.246 -0.0038 0.0134 -0.0001
Si 32.6323 5.479 8.2691 -0.0044 -0.008 0.0119
Si 2.7615 8.2216 8.1517 0.0051 0.0012 -0.0004
Si 0.0164 10.9645 8.1943 0.0202 0.0227 0.0091
Si 2.6926 13.576 8.1359 -0.0243 0.0153 -0.0157
Si 5.4275 -0.0483 8.1785 -0.0065 0.0048 0.0071
Si 8.1573 2.7279 8.1345 -0.0031 0.0062 -0.0011
Si 5.4546 5.4609 8.1716 -0.0106 0.0117 0.0066
Si 8.1582 8.1703 8.0812 0.0064 0.0057 0.0117
Si 5.4352 10.8555 8.0772 0.0133 0.013 -0.0039
Si 8.1632 13.5439 8.1022 -0.0156 -0.0137 0.0232
Si 10.8941 -0.0475 8.1178 0.0396 -0.0238 0.0054
Si 13.6087 2.6466 8.0778 -0.0168 -0.0123 -0.0138
Si 10.8562 5.4074 8.0729 -0.0223 0.0098 0.0003
Si 13.5498 8.0612 8.1202 0.024 -0.0215 -0.0019
Si 10.8394 10.8273 8.1056 -0.0214 0.0062 0.0019
Si 13.6541 13.5827 8.0882 0.0018 -0.0032 -0.0104
Si 16.3471 -0.0129 8.0345 -0.0056 0.0064 -0.0027
Si 19.0311 2.6793 8.0838 -0.0012 -0.0082 -0.0001
Si 16.2972 5.3891 8.1657 -0.0019 -0.009 0.0125
Si 19.0507 8.1373 8.1891 0.0195 -0.0199 -0.004
Si 16.3477 10.8476 8.1281 0.0086 0.0119 -0.0119
Si 19.0414 13.6212 8.1163 -0.0023 -0.0166 -0.0108
Si 21.7431 -0.0152 8.1551 -0.0055 -0.0018 -0.0092
Si 24.4903 2.7636 8.228 0.0004 -0.0048 -0.0032
Si 21.7705 5.4251 8.1515 0.0165 -0.0103 -0.0048
Si 24.4861 8.1739 8.2082 -0.0302 0.0052 0.0012
Si 21.7492 10.8874 8.1961 0.0012 -0.0015 -0.005
Si 24.4445 13.6366 8.233 -0.0129 -0.0075 0.002
Si 27.2265 0.0941 8.2291 -0.0076 0.0126 -0.0225
Si 29.9065 2.7376 8.2217 0.0042 -0.0026 -0.0002
Si 27.2334 5.5215 8.2284 0.0321 -0.0265 -0.0185
Si 29.9143 8.1886 8.2412 -0.0129 0.0005 -0.0024
Si 27.2056 10.9335 8.2524 0.0074 0.0011 0.0079
Si 29.9658 13.6582 8.232 0.0055 -0.0125 0.0156
Si 31.2809 1.3595 20.4937 0.0093 0.0102 -0.0012
Si 1.3686 4.096 20.4742 -0.015 0.0095 0.0012
Si 31.2945 6.8287 20.4772 -0.0048 0.0017 -0.0063
Si 1.362 9.5239 20.4618 0.0128 -0.0045 -0.0093
Si 31.2813 12.2702 20.4928 -0.0032 -0.0137 0.0021
Si 1.3469 -1.3642 20.4961 0.0186 -0.0072 0.0011
Si 4.0674 1.3602 20.431 -0.0066 0.0173 0.0042
Si 6.7951 4.0591 20.3904 0.0251 -0.0199 -0.0105
Si 4.0841 6.8025 20.4425 0.0024 -0.01 -0.0025
Si 6.7926 9.5251 20.4064 -0.0016 0.0014 -0.0016
Si 4.059 12.2528 20.4536 -0.0148 0.016 -0.0011
Si 6.8 -1.3685 20.3929 0.005 -0.0105 0.0009
Si 9.4966 1.352 20.3533 -0.0216 0.0139 -0.0147
Si 12.2153 4.0544 20.2919 0.0064 -0.0075 -0.0064
Si 9.5027 6.8011 20.349 -0.0032 -0.0022 0.0028
Si 12.236 9.5035 20.3226 0.0045 -0.0076 -0.0036
Si 9.5053 12.2116 20.3645 0.0159 -0.0113 0.0006
Si 12.2126 -1.3812 20.3248 -0.011 0.018 -0.0053
Si 14.9642 1.3238 20.3127 0.0118 -0.0352 0.007
Si 17.6713 4.0667 20.2923 -0.0003 0.0079 -0.0152
Si 14.9444 6.807 20.315 -0.0064 0.0017 0.014
Si 17.6764 9.5268 20.2898 -0.0129 0.0004 -0.0023
Si 14.9279 12.2186 20.3051 -0.0017 0.0251 0.0061
Si 17.6777 -1.404 20.3189 0.0111 -0.0181 0.0026
Si 20.4233 1.3615 20.3405 -0.0083 0.0144 0.0004
Si 23.1554 4.0755 20.3775 0.0026 -0.0225 0.0013
Si 20.4133 6.7934 20.3345 -0.0043 0.0026 0.0056
Si 23.125 9.5092 20.3825 -0.0075 0.013 -0.0004
Si 20.3826 12.2323 20.364 0.0065 -0.0085 0.0003
Si 23.1342 -1.3373 20.4101 0.0034 0.007 0.0132
Si 25.8604 1.3781 20.4306 -0.0064 -0.0075 -0.0091
Si 28.5677 4.0957 20.4793 0.0013 0.0075 0.0037
Si 25.853 6.8083 20.4508 -0.0024 0.0097 0.0103
Si 28.5887 9.5613 20.4803 0.0114 -0.0037 0.0014
Si 25.8642 12.272 20.446 0.003 0.0205 0.0025
Si 28.575 -1.3373 20.4798 -0.017 0.0031 -0.0025
Si 29.9182 0.009 21.8827 -0.001 -0.0093 0.0021
Si 0.0038 2.7336 21.8395 -0.0015 -0.0137 -0.007
Si 29.9479 5.4529 21.8354 -0.0025 0.0082 -0.0045
Si 0.0081 8.1884 21.8546 -0.0056 0.0062 0.0005
Si 29.9212 10.9398 21.882 -0.0017 0.008 -0.0079
Si 32.6087 -2.6968 21.8989 -0.0044 0.0107 0.0054
Si 2.731 0.0021 21.8248 -0.0052 0.0075 -0.0011
Si 5.4451 2.707 21.7778 0.0012 0.004 0.0044
Si 2.7415 5.4525 21.8367 0.01 0.0111 0.0046
Si 5.4388 8.1832 21.7887 0.0007 -0.0032 -0.0024
Si 2.6878 10.9009 21.831 -0.0136 -0.0284 0.0029
Si 5.4558 -2.7133 21.7831 -0.0068 0.0122 -0.002
Si 8.1466 0.0086 21.7404 0.0307 0.0281 0.0043
Si 10.8824 2.704 21.6793 -0.0045 -0.0038 0.0039
Si 8.1578 5.4387 21.7169 -0.0152 -0.0132 -0.0014
Si 10.8669 8.1707 21.6887 0.014 0.0176 -0.005
Si 8.1631 10.8694 21.7689 0.0034 -0.0005 -0.0041
Si 10.8694 -2.7452 21.6963 -0.0205 -0.0053 0.0072
Si 13.5967 -0.0391 21.6618 -0.0001 0.0011 0.0164
Si 16.3242 2.7039 21.644 0.0127 0.0169 0.0055
Si 13.5497 5.4345 21.6233 0.0075 0.0065 -0.0134
Si 16.3285 8.184 21.6427 0.0125 0.0246 -0.004
Si 13.5906 10.8594 21.6796 -0.0215 -0.0214 0.0024
Si 16.2981 -2.7677 21.6609 -0.003 0.001 0.0108
Si 19.0558 -0.0333 21.6389 0.0098 -0.0069 -0.011
Si 21.7977 2.7081 21.7127 0.0061 -0.0157 -0.0112
Si 19.041 5.4095 21.6385 -0.0298 -0.0388 0.0016
Si 21.7521 8.145 21.7247 0.0187 -0.0061 0.0022
Si 18.9984 10.8625 21.6965 -0.0071 0.0014 -0.0097
Si 21.7376 -2.7121 21.7135 -0.0026 0.0127 -0.0011
Si 24.5075 0.0203 21.7876 0.0132 0.0174 -0.0099
Si 27.1876 2.7344 21.8318 -0.0076 -0.0127 -0.0003
Si 24.4958 5.4085 21.7875 0.0023 -0.0016 0.0117
Si 27.2211 8.1828 21.8076 -0.0108 -0.0009 0.0049
Si 24.4881 10.8716 21.7352 -0.0026 -0.0199 -0.006
Si 27.2102 -2.6831 21.8481 -0.0029 0.0015 -0.0034
Si 31.2432 -1.3432 23.309 0.008 -0.0014 0.0128
Si 1.3627 1.3599 23.1873 -0.0077 0.0169 -0.0037
Si 31.2944 4.0924 23.2249 0.004 -0.0002 -0.03
Si 1.3735 6.8151 23.2067 -0.0077 -0.0323 0.0019
Si 31.2952 9.5725 23.2254 0.0286 -0.0051 0.0098
Si 1.3212 -4.0881 23.2444 -0.0256 -0.0084 0.006
Si 4.1371 -1.337 23.1705 0.0277 0.0177 0.0005
Si 6.7842 1.3331 23.1495 -0.0295 -0.023 0.0135
Si 4.1406 4.0854 23.169 0.0205 -0.016 -0.0042
Si 6.8274 6.8068 23.1012 0.0084 -0.0027 -0.018
Si 4.0733 9.5475 23.1643 0.0086 0.0089 -0.0122
Si 6.8005 -4.0932 23.1369 -0.0075 -0.0106 -0.0125
Si 9.5171 -1.3754 23.0466 -0.0041 -0.0008 -0.0103
Si 12.2521 1.3301 23.0128 -0.0097 0.0084 0.0093
Si 9.5462 4.08 23.0392 0.0146 0.0247 -0.0028
Si 12.2134 6.7878 23.0084 0.001 -0.028 -0.0071
Si 9.5553 9.5161 23.1125 -0.0179 -0.0288 -0.0106
Si 12.2226 -4.1181 23.0452 0.0106 0.0085 0.01
Si 14.9383 -1.4245 23.0133 0.0037 -0.0065 -0.0141
Si 17.7146 1.3314 22.9623 0.013 -0.0089 -0.0004
Si 14.9053 4.0621 22.934 0.0028 -0.002 -0.0065
Si 17.6692 6.7748 22.9473 0.015 0.0046 -0.012
Si 14.9962 9.5412 23.0267 0.004 0.023 0.0016
Si 17.6176 -4.1206 23.0614 0.0017 -0.0224 0.0037
Si 20.3781 -1.346 23.0697 -0.0035 0.014 -0.0025
Si 23.1373 1.3741 23.1308 -0.0306 0.0171 -0.0194
Si 20.4122 4.0749 23.005 -0.0027 0.0296 -0.0053
Si 23.1205 6.7887 23.0907 -0.0285 0.0046 -0.006
Si 20.3316 9.4798 23.0468 -0.0048 0.0225 0.0029
Si 23.0841 -4.1033 23.0335 -0.0188 -0.0226 -0.0032
Si 25.8486 -1.3101 23.2 -0.0077 0.0073 0.0074
Si 28.5465 1.3988 23.2126 0.0093 0.0124 -0.0076
Si 25.8172 4.0567 23.2278 -0.012 0.0086 0.0274
Si 28.5634 6.8036 23.1747 0.0137 0.0099 -0.0109
Si 25.8712 9.5799 23.14 0.0087 0.0168 0.0081
Si 28.5662 -3.9981 23.267 -0.0059 -0.0257 -0.0134
Si -0.0069 0.0569 24.6098 0.0185 0.0077 0.0124
Si 2.8099 2.67 24.4978 0.0307 -0.0062 -0.0311
Si 0.0709 5.4039 24.5837 0.0178 0.0172 0.0437
Si 2.7038 8.2262 24.5493 -0.0014 0.0002 -0.0075
Si 32.5674 10.933 24.7026 -0.0143 -0.0221 -0.0125
Si 2.7809 -2.7218 24.4767 0.0028 0.0063 -0.0153
Si 5.486 -0.0252 24.6296 -0.0081 -0.014 -0.0397
Si 8.1983 2.728 24.387 0.0033 0.003 0.0083
Si 5.4955 5.4907 24.5119 0.0099 -0.0149 0.0009
Si 8.2376 8.106 24.4597 0.0208 -0.0217 -0.0096
Si 5.4611 10.8684 24.5301 -0.0155 0.0255 0.0549
Si 8.1453 -2.6792 24.4421 0.0071 0.0386 -0.0129
Si 10.9666 -0.0981 24.3626 0.0229 0.0104 0.0066
Si 13.5673 2.7526 24.3401 0.0096 -0.0386 -0.0045
Si 10.8681 5.4588 24.4171 -0.0169 0.0206 0.0074
Si 13.6395 8.1287 24.2803 0.0354 0.0005 -0.0331
Si 10.8817 10.9061 24.4828 -0.0301 -0.008 0.0396
Si 13.6504 -2.8528 24.3974 0.0016 -0.0141 0.0045
Si 16.2798 0.0255 24.2637 -0.0053 -0.0233 -0.0148
Si 19.1392 2.625 24.3173 0.0302 -0.0147 0.0496
Si 16.2652 5.4311 24.2251 -0.0385 0.0378 0.0067
Si 18.9933 8.058 24.3833 0.0105 -0.0179 0.0017
Si 16.3182 10.8373 24.5123 0.0007 0.006 0.025
Si 18.9291 -2.68 24.3551 -0.0111 -0.0047 -0.0196
Si 21.7915 -0.0298 24.4412 0.0145 -0.0108 0.0088
Si 24.3875 2.7321 24.6113 -0.0186 -0.0158 0.0391
Si 21.6874 5.4596 24.4119 -0.0269 -0.027 -0.0251
Si 24.5222 8.1497 24.4028 -0.015 -0.0154 -0.0075
Si 21.67 10.8807 24.3557 0.0255 -0.0043 -0.0215
Si 24.4207 -2.754 24.3995 0.0122 0.0012 -0.0223
Si 27.1859 0.0893 24.6152 -0.0149 -0.0284 0.0284
Si 29.8916 2.7651 24.5935 -0.0357 -0.0024 -0.0068
Si 27.2318 5.4209 24.5497 0.0192 -0.0049 -0.0157
Si 29.9213 8.18 24.5174 0.0166 0.0179 0.0004
Si 27.1765 10.96 24.5819 0.002 0.0178 -0.0236
Si 29.8453 -2.6436 24.7593 0.0025 0.0193 0.0293
Si 31.258 1.4669 25.9838 0.0096 -0.0159 0.0436
Si 1.5411 4.0159 25.893 -0.0176 0.0251 -0.002
Si 31.2834 6.7986 25.8492 -0.0321 -0.0143 -0.0522
Si 1.3559 9.5527 25.9968 0.0092 -0.0026 -0.0052
Si 31.174 -4.0381 26.169 -0.0166 -0.005 0.0106
Si 1.4675 -1.3426 25.8135 -0.0035 0.0353 0.0121
Si 4.1292 1.3777 25.9721 0.0085 0.0217 0.0007
Si 6.9634 4.1569 25.8054 0.077 0.0177 0.0042
Si 4.0976 6.8705 25.8625 0.0403 -0.0016 0.0462
Si 6.8877 9.4551 25.7868 -0.0139 0.0012 0.0259
Si 4.1134 -4.0447 25.8936 -0.0166 0.0042 -0.0161
Si 6.8526 -1.4441 25.9906 -0.0063 -0.0064 0.0246
Si 9.5712 1.2763 25.6137 -0.0324 0.0018 -0.0178
Si 12.2314 4.1062 25.7318 0.0194 -0.0004 -0.0483
Si 9.5736 6.7711 25.9005 -0.0668 -0.0336 0.0029
Si 12.3655 9.4859 25.6566 0.0261 -0.0084 0.0468
Si 9.485 -3.9733 25.8182 0.0353 0.0201 0.0693
Si 12.3345 -1.4908 25.7316 -0.0111 0.0159 0.0108
Si 14.9547 1.383 25.6168 -0.0053 -0.0095 -0.0537
Si 17.6567 4.0184 25.4092 -0.002 -0.0054 0.0294
Si 14.9248 6.7411 25.6518 -0.0425 0.019 -0.0005
Si 17.6085 9.2966 25.7816 -0.0405 0.0425 0.0238
Si 14.9496 -4.132 25.928 0.0086 0.0196 0.0351
Si 17.5504 -1.2877 25.6826 0.0174 -0.0227 -0.0066
Si 20.5046 1.34 25.8176 -0.0031 -0.0252 -0.0022
Si 22.9407 4.1579 25.8711 0.0079 0.0133 -0.0169
Si 20.3386 6.7658 25.8237 0.0427 -0.0118 0.0233
Si 23.0737 9.4965 25.6221 -0.0522 0.0104 -0.0051
Si 20.2515 -4.0671 25.6666 -0.0235 -0.0561 0.0582
Si 23.0645 -1.4693 25.7955 -0.0525 0.0454 -0.0004
Si 25.7297 1.3545 26.006 0.0078 -0.0153 0.0108
Si 28.5293 4.0821 26.0272 -0.0217 0.0139 0.0215
Si 25.8696 6.8149 25.8255 0.0101 0.0313 0.0241
Si 28.5586 9.5516 25.8755 0.0197 -0.0145 -0.0033
Si 25.7716 -3.948 25.8864 0.0814 0.008 0.0171
Si 28.5087 -1.1778 26.1442 -0.0008 0.0379 0.0139
Si 29.9505 0.2329 27.5539 0.0181 -0.0368 0.0322
Si 0.1401 2.7335 27.2797 -0.0154 -0.0001 -0.0088
Si 30.0142 5.4544 27.3166 -0.0095 -0.0308 0.0341
Si 0.0187 8.0703 27.2637 -0.0116 0.0033 0.064
Si 31.1159 9.1477 28.6769 0.0394 0.0982 -0.763
Si 0.1087 -2.598 27.2433 0.0073 -0.0238 0.013
Si 2.769 -0.0531 27.3096 0.0406 -0.053 0.0497
Si 5.5913 2.8403 27.1416 -0.0715 -0.0117 0.0352
Si 2.8782 5.4188 27.2623 0.0183 -0.0676 0.0124
Si 5.5371 8.1637 27.2191 0.0032 -0.0727 -0.0538
Si 2.748 10.9595 27.2974 -0.0356 0.0504 0.0483
Si 5.4732 -2.8236 27.4298 -0.0094 0.0127 0.0566
Si 8.3618 -0.0302 27.1311 0.0027 0.0205 0.0271
Si 10.8547 2.6784 26.9307 -0.003 0.0194 0.0697
Si 8.2727 5.4386 27.3933 0.0014 -0.0228 0.0359
Si 11.0423 8.1835 27.0553 0.0261 -0.0468 0.0381
Si 8.111 10.9288 27.1232 -0.0594 -0.0336 0.0062
Si 10.9993 -2.7582 27.2123 -0.0238 0.006 -0.0046
Si 13.6761 -0.0099 26.9551 0.0378 0.0278 0.0311
Si 16.3341 2.7843 26.8486 -0.0434 -0.025 0.0305
Si 13.575 5.4628 27.0891 0.0036 0 0.0454
Si 16.1763 7.9726 27.2115 0.0091 -0.0148 0.1038
Si 13.6616 10.6514 27.2528 0.0506 -0.0363 0.0201
Si 16.1369 -2.4602 27.1631 -0.0224 0.0004 0.0612
Si 18.9292 0.0745 26.9855 0.0612 -0.0084 0.001
Si 21.6039 2.8543 27.3408 0.0266 -0.0244 0.0884
Si 18.8236 5.3075 26.9152 -0.0041 0.014 0.0332
Si 21.7836 8.1776 27.0848 -0.0063 0.0125 0.0358
Si 19.0429 10.6845 26.9656 0.3643 -0.2218 -0.3286
Si 21.5772 -2.7604 27.1073 0.0112 0.0397 0.005
Si 24.7185 -0.5019 27.1533 0.0241 0.0118 0.0848
Si 23.4361 7.2484 28.4724 -0.1963 -0.1394 -0.7164
Si 24.35 5.5681 27.1037 -0.016 0.0039 0.0106
Si 27.2496 8.1517 27.2193 -0.0472 0.0145 0.01
Si 24.3305 10.9052 26.9944 -0.0253 0.0103 0.0117
Si 26.5771 -2.1118 27.2367 -0.136 0.1365 -0.5556
Si 31.9191 -0.8265 28.5451 0.0359 0.2906 -0.3933
Si 1.0288 0.9311 28.5694 -0.0753 0.0313 -0.0041
Si 31.9317 4.5923 28.465 0.0503 0.0024 0.0391
Si 1.0598 6.3353 28.4518 -0.1812 -0.3142 -0.5278
Si 29.8227 10.7195 27.4989 0.3776 -0.1504 -0.3274
Si 1.6293 -3.7357 28.6464 -0.0468 -0.1825 -0.7868
Si 3.9176 -1.6107 28.7568 0.1802 0.1983 -0.734
Si 7.1755 1.5826 28.3055 -0.025 0.0378 -0.7269
Si 4.8321 4.6652 28.4445 0.0469 0.2572 -0.6215
Si 6.4836 6.4844 28.6075 -0.1063 -0.1457 -0.4315
Si 4.5297 9.9194 28.4042 -0.0273 -0.0315 0.1001
Si 6.3129 -4.7507 28.6062 0.0573 0.0633 -0.0286
Si 10.0633 -0.9946 28.4858 -0.0951 -0.1279 -0.6783
Si 12.1939 1.2553 28.1482 0.0386 0.0837 -0.6412
Si 9.4468 3.6387 28.5092 0.0321 0.3627 -0.6611
Si 12.666 7.1801 28.4546 0.2446 0.1863 -0.4786
Si 10.0546 10.0409 28.0335 0.025 0.0472 -0.0401
Si 11.8555 -4.692 28.3443 -0.1601 0.0238 -0.5667
Si 15.0953 -0.872 28.6211 0.4295 0.2752 -0.4481
Si 17.9475 1.7921 28.2309 0.0392 -0.0119 -0.0137
Si 15.2893 4.3711 28.2383 0.0604 0.0304 0.1074
Si 17.0523 6.0373 28.2217 -0.3696 0.0304 -0.6909
Si 14.4745 8.813 28.6645 -0.092 -0.0142 -0.0343
Si 17.5062 -3.6086 28.5638 -0.3567 0.3504 -0.4048
Si 19.9006 -1.5616 28.3169 0.1781 0.1595 -0.6738
Si 22.8041 2.5569 29.3956 -0.2517 0.2147 -0.6298
Si 19.5863 3.6139 28.3105 -0.1117 -0.2129 -0.5847
Si 25.433 4.1716 28.5688 0.1796 -0.0998 -0.609
Si 20.8568 9.9555 28.229 0.1821 0.2372 -0.5921
Si 22.5001 -4.6173 28.2152 -0.2167 -0.18 -0.5597
Si 23.7832 -0.3451 29.3374 0.1666 -0.0986 -0.6846
Si 28.3815 1.6123 28.8972 0.1268 -0.0312 -0.6728
Si 27.0206 2.794 27.3899 -0.053 0.021 0.0294
Si 28.8184 6.9958 28.644 -0.3867 -0.3865 -0.1324
Si 25.6069 9.4688 28.291 0.1684 -0.0157 -0.6165
Si 27.6364 -2.4786 30.2234 -0.0985 0.0297 -0.0435
Si 31.4753 1.1753 31.7788 -0.0369 0.1168 -0.0026
Si 2.3686 1.6573 30.3785 -0.4718 -0.2673 -0.3991
Si 27.6198 8.5509 31.9466 -0.0696 0.0452 -0.0173
Si 1.5231 1.8325 38.3487 0.1071 -0.0615 0.0695
Si 27.346 6.0502 30.3058 0.5351 0.276 -0.4685
Si 10.8051 3.4916 31.3651 0.0599 0.0603 -0.1743
Si 2.3769 -5.573 32.5573 -0.0024 0.0248 0.0981
Si 6.8026 -5.4332 30.8546 -0.41 0.3159 -0.5538
Si 7.2979 -4.3702 33.6472 -0.0165 0.0951 -0.0173
Si 11.995 6.3379 31.4916 -0.0227 0.0621 -0.24
Si 3.9373 -1.2769 35.8265 -0.1026 -0.1197 0.0655
Si 5.1287 0.5688 30.3607 -0.0814 -0.068 0.0747
Si 18.1786 -2.2467 37.5317 -0.0798 -0.0176 0.0613
Si 14.7355 1.0028 34.5323 -0.0061 -0.0571 -0.0355
Si 20.0922 0.2794 33.588 -0.0873 -0.0716 0.0053
Si 13.441 -1.2842 31.1798 -0.0552 0.0167 -0.0246
Si 11.4687 0.0809 37.9147 0.0862 0.0937 -0.0074
Si 13.2323 1.77 32.058 0.0496 0.0895 0.0485
Si 15.0059 -1.9722 33.7789 -0.0189 0.0971 0.0577
Si 26.4586 0.0332 30.9378 0.0927 0.0331 0.0491
Si 13.6306 7.5057 37.7728 -0.0455 0.0856 -0.0185
Si 21.7944 9.028 36.0152 0.0717 0.0021 -0.031
Si 6.3095 2.4563 37.3138 0.0074 0.1141 0.0275
Si 9.5485 6.1356 34.7905 0.1118 0.5763 -0.4678
Si 23.155 5.6276 38.6798 0.1131 -0.3909 0.5377
Si 19.4979 9.4002 31.0117 -0.0467 0.051 -0.0298
Si 16.9625 -5.026 31.1303 0.0892 0.0265 -0.0924
Si 25.4312 1.2966 33.5235 -0.2486 0.0406 0.0004
Si 14.1621 7.8213 32.8837 0.1798 0.3571 -0.3504
Si 26.107 3.9063 35.0005 -0.1153 0.0454 -0.0414
Si -0.014 -5.3405 30.8571 -0.0392 -0.0047 -0.1611
Si 28.3872 -3.8929 34.3892 -0.0171 0.0375 0.0158
Si 28.6614 3.2467 36.3062 0.4438 0.4009 0.4086
Si 28.889 3.6267 31.3105 -0.0851 -0.1226 -0.077
Si 27.7246 -5.4205 29.9467 0.06 -0.02 -0.1671
Si 22.5494 6.6071 31.4549 0.0338 0.1558 0.0217
Si 1.5969 2.0042 35.3044 0.0333 0.0518 0.0835
Si 2.3816 6.9628 31.3004 -0.1113 0.0362 -0.1392
Si 24.3165 5.8971 33.745 -0.0403 -0.0881 0.1228
Si 30.1614 -2.5586 36.2285 0.0105 0.0755 -0.0206
Si 4.3998 1.5757 35.2881 -0.0171 0.0208 0.0636
Si 4.2292 9.4918 30.684 0.0796 -0.0235 -0.711
Si 2.0516 -2.7499 33.9717 -0.0293 0.0591 0.1199
Si 6.8597 -2.12 35.4527 -0.0331 -0.0399 -0.0223
Si 6.4521 -6.503 35.5083 -0.077 -0.0228 0.0856
Si 8.1411 7.0614 31.1047 -0.1942 0.0624 0.1507
Si 2.2764 -2.0481 38.3026 -0.3927 0.4303 0.3775
Si 5.6318 2.486 32.7213 0.1559 0.0217 -0.1816
Si 18.1674 3.4003 38.4447 -0.3148 0.2492 0.5767
Si 11.3731 -5.0106 31.24 0.0044 0.0248 -0.0805
Si 9.9188 7.9298 33.3235 -0.0958 -0.2279 0.5076
Si 10.3639 -2.1999 31.2035 0.1278 -0.0753 -0.0613
Si 7.5565 7.236 36.8321 0.0313 -0.0403 0.0514
Si 14.4246 1.1285 37.4891 0.0087 0.1112 0.2199
Si 13.6517 -4.0665 35.5892 -0.0295 -0.2019 -0.1622
Si 24.9756 -0.6234 38.0744 -0.0455 -0.0115 0.2104
Si 12.1411 10.0642 33.8459 -0.1613 0.0743 0.0273
Si 22.8669 -3.4679 35.0596 0.1276 -0.5414 -0.2641
Si 20.7685 4.1675 31.1206 0.0437 -0.1415 -0.1345
Si 15.2492 8.8132 31.0508 -0.5047 -0.282 -0.1856
Si 17.134 0.3813 38.214 0.0197 0.0176 0.6423
Si 17.7951 -2.7446 32.8207 -0.0228 0.1341 -0.1031
Si 29.3342 1.7471 33.6386 -0.031 -0.0298 -0.0612
Si 18.4067 4.3173 32.9112 -0.0106 0.0364 -0.06
Si 22.5672 -2.977 30.6947 -0.0289 0.0301 -0.0158
Si 17.7926 5.2401 35.8606 -0.0684 -0.0058 -0.0642
Si 24.3532 -0.8068 35.2466 -0.0916 0.1597 -0.0345
Si 25.8231 7.3162 38.0048 0.033 0.0503 0.0984
Si 23.3529 4.1993 35.9725 0.0899 0.0318 -0.0337
Si 24.6795 8.3185 35.491 -0.0815 0.0028 0.0558
Si 31.7779 3.9749 30.6947 -0.0467 0.07 -0.6368
Si 30.3917 8.1205 32.9323 0.0677 0.0023 0.159
Si 0.1009 4.7285 35.2521 0.0139 -0.0561 0.0289
Si 30.7717 -5.2633 32.976 0.0341 0.0342 0.1575
Si 30.2986 -1.2253 30.8424 -0.0004 -0.0176 0.0295
Si 26.043 -5.8389 33.9044 -0.0118 -0.099 -0.0427
Si 0.4218 -3.7045 36.3129 0.1031 -0.6647 -0.0197
Si 1.3833 0.0687 32.8319 0.0388 0.0278 0.0075
Si 3.3469 9.2118 35.1549 -0.0032 0.0827 0.1179
Si 7.2065 -5.3198 38.0561 0.0678 0.0002 -0.0694
Si 1.1048 -5.9062 36.7463 -0.2981 0.5639 -0.2005
Si 3.5942 4.118 31.19 0.0218 0.0173 -0.1447
Si 31.3516 9.4606 35.3847 0.1236 -0.0088 -0.0288
Si 7.4201 -2.3325 38.3876 0.0233 0.0583 -0.0685
Si 17.2642 1.5436 32.7028 0.0293 -0.0243 -0.1441
Si 11.1094 -2.5326 36.2815 -0.0248 -0.0576 0.0325
Si 9.1784 -2.1392 33.912 -0.0808 -0.1145 -0.0235
Si 9.4826 9.37 30.0987 0.1842 0.1246 -0.7535
Si 9.0097 1.8238 38.2328 -0.0166 -0.0458 0.1869
Si 12.1998 0.5569 0.4275 -0.0886 -0.0664 0.0888
Si 14.6038 2.6565 29.7495 0.7226 0.0633 -0.2887
Si 12.1261 5.601 36.3508 0.0211 0.0365 -0.0096
Si 19.8714 -2.3649 35.0081 0.0612 0.1821 -0.0177
Si 23.5541 -4.4734 33.0472 -0.285 0.168 0.5936
Si 32.5725 6.1406 32.5262 0.135 0.0475 0.008
Si 16.3339 1.0018 29.7415 -0.2006 0.0992 -0.4777
Si 22.697 1.5711 34.5829 0.1377 -0.0674 -0.0817
Si 15.628 -3.9937 38.0431 -0.2535 0.2924 0.4527
Si 22.353 -4.8041 37.7568 0.1151 0.0784 0.0416
Si 21.7495 9.408 32.8427 -0.0281 -0.1085 0.0168
Si 8.294 4.3097 32.6001 -0.0789 0.1299 0.0115
Si 19.1195 7.7895 37.056 0.0647 0.0947 0.0745
Si 14.908 6.406 35.4871 -0.0762 0.0715 0.0256
Si 29.3012 -1.3204 33.7026 -0.0136 0.0736 0.0918
Si 20.0137 -1.5716 31.1833 -0.0977 -0.0015 0.0689
Si 26.9832 1.6977 38.4847 0.0432 -0.0457 0.0822
Si 17.8265 6.8626 31.1052 -0.0233 0.0018 0.0113
Si 30.308 4.6221 37.3205 -0.4417 -0.5221 -0.1751
Si 31.2665 1.368 9.5679 -0.0132 -0.001 0.0041
Si 1.3476 4.0962 9.597 0.01 0.008 0.0164
Si 31.2746 6.8398 9.6041 0.004 -0.002 0.0134
Si 1.3861 9.5702 9.5205 0.018 0.0105 0.0018
Si 31.3034 12.2854 9.5864 -0.0105 -0.0013 0.0068
Si 1.3586 -1.3504 9.5125 0.0371 0.0203 -0.015
Si 4.0567 1.3171 9.5382 -0.0061 -0.0038 0.0053
Si 6.8048 4.0812 9.5135 0.0084 -0.002 -0.001
Si 4.0887 6.8293 9.5188 0.0071 -0.001 0.0075
Si 6.7834 9.5041 9.4656 -0.0067 -0.0315 -0.0056
Si 4.0746 12.2125 9.4748 -0.0075 -0.0099 -0.0038
Si 6.8064 -1.4135 9.4922 0.003 -0.0018 0.0044
Si 9.5297 1.3417 9.465 0.0096 0.0081 -0.0127
Si 12.237 4.041 9.4271 0.0285 0.018 -0.018
Si 9.5078 6.7829 9.4462 -0.0018 0.0156 -0.006
Si 12.211 9.4674 9.4606 -0.0065 0.0073 -0.0055
Si 9.5093 12.2013 9.4814 0.003 -0.0094 0.011
Si 12.2648 -1.402 9.463 -0.0066 0.0019 0.0064
Si 14.9764 1.3118 9.443 0.0036 -0.0068 0.0017
Si 17.6824 4.0276 9.4831 -0.0078 -0.0043 -0.0027
Si 14.9227 6.7439 9.5033 -0.0128 -0.007 0.0051
Si 17.6881 9.5089 9.52 -0.0025 0.0054 0.0027
Si 14.9799 12.2167 9.4713 -0.01 0.009 0.0059
Si 17.672 -1.3533 9.4627 0.0104 0.0125 0.0148
Si 20.383 1.3548 9.4935 0.0018 -0.0059 0.0129
Si 23.1073 4.0943 9.5605 -0.028 -0.0196 0.0143
Si 20.423 6.7837 9.5264 0.0001 0.0094 0.007
Si 23.1235 9.5376 9.5529 0.017 0.0068 0.001
Si 20.3833 12.2613 9.5153 0.0028 0.0158 0.0035
Si 23.0905 -1.3348 9.5682 0.0094 0.014 0.0132
Si 25.8651 1.4279 9.5895 0.0177 0.0258 0.0099
Si 28.5585 4.1116 9.5758 -0.0242 -0.0113 0.0015
Si 25.8537 6.8448 9.5855 0.0042 0.0172 -0.0036
Si 28.5572 9.5504 9.5922 -0.0259 -0.0137 0.0061
Si 25.8237 12.2786 9.5807 -0.0036 -0.0102 0.0086
Si 28.5758 -1.3064 9.566 0.0022 -0.0005 -0.008
Si 29.9218 0.029 10.9477 -0.0133 0.0265 0.0113
Si 32.631 2.7221 10.9327 0.0142 -0.0093 0.0009
Si 29.9253 5.4588 10.9426 -0.0036 0.0004 -0.0024
Si 0.0243 8.2098 10.9069 -0.0058 -0.0047 -0.0026
Si 29.9379 10.9084 10.9291 0.0128 -0.0049 -0.0023
Si 0.0222 13.6368 10.9263 -0.0092 -0.0116 0.0037
Si 2.7054 -0.0184 10.9081 0.0098 -0.0018 0.0154
Si 5.4269 2.7116 10.8594 0.001 0.025 -0.0005
Si 2.7286 5.4719 10.9005 -0.0119 0.0073 0.0041
Si 5.4478 8.1682 10.8772 0.0121 0.0005 0.0116
Si 2.7379 10.8944 10.8979 0.0213 -0.0127 0.0072
Si 5.4234 13.5753 10.853 -0.0052 0.0188 0.0041
Si 8.1601 -0.0203 10.8295 -0.0026 -0.0016 -0.0055
Si 10.8819 2.7022 10.8224 -0.003 0.0045 0.0059
Si 8.1629 5.4427 10.8535 -0.0079 0.0144 0.0081
Si 10.8574 8.1268 10.8348 0.0072 -0.0175 0.0083
Si 8.1336 10.862 10.8413 -0.0099 0.0206 -0.0029
Si 10.882 13.5707 10.8234 0.008 -0.012 -0.0098
Si 13.6091 -0.0293 10.8212 0.0071 0.0029 0.0006
Si 16.313 2.6781 10.8333 -0.0056 0.0017 0.002
Si 13.5696 5.3839 10.8429 0.0159 -0.0013 0.0129
Si 16.2983 8.1339 10.8378 -0.0126 0.0063 -0.012
Si 13.5844 10.852 10.8053 -0.004 0.0047 -0.0119
Si 16.3248 13.5914 10.8311 0.0054 0.0019 0.0003
Si 19.0287 -0.0084 10.8504 -0.0118 -0.0015 -0.0015
Si 21.7455 2.7083 10.8803 0.0082 0.005 -0.0082
Si 19.0413 5.4063 10.8484 0.0149 -0.0125 -0.016
Si 21.769 8.1575 10.8926 0.0069 -0.0092 -0.0029
Si 19.0399 10.882 10.8733 -0.0094 0.0043 -0.0035
Si 21.7449 13.6013 10.9008 0.0082 -0.015 0.0069
Si 24.4887 0.0254 10.8996 -0.0029 -0.0115 -0.0054
Si 27.2129 2.7689 10.9568 -0.0134 0.0022 0.0115
Si 24.4867 5.4563 10.9103 0.012 -0.0148 0.0017
Si 27.2052 8.194 10.9525 -0.0096 0.0164 0.0047
Si 24.4814 10.8929 10.922 -0.0009 -0.0013 0.0032
Si 27.2124 13.6355 10.9131 -0.0041 -0.0075 -0.0018
Si 31.2912 -1.3375 12.2904 0.0043 0.0111 -0.0056
Si 1.3582 1.3561 12.2739 -0.0044 -0.0025 -0.0017
Si 31.2839 4.0917 12.2944 -0.0157 -0.0084 -0.005
Si 1.3655 6.8255 12.2661 0.0136 0.0025 0.0005
Si 31.2987 9.5469 12.2849 0.0036 0.0072 -0.0063
Si 1.3765 12.2548 12.267 0.0161 0.0165 -0.0024
Si 4.0769 -1.3828 12.2414 -0.0106 -0.0064 0.0027
Si 6.7933 1.3405 12.2042 -0.0006 -0.0094 -0.01
Si 4.0791 4.0804 12.2379 0.0015 0.0067 0.0014
Si 6.7986 6.7935 12.2256 -0.0013 -0.0042 0.0035
Si 4.0858 9.522 12.2498 0.0001 -0.008 0.0042
Si 6.7819 12.2213 12.2172 -0.0071 -0.0236 -0.004
Si 9.5179 -1.3806 12.1881 0.0162 -0.001 -0.0045
Si 12.2419 1.3381 12.1788 0.0161 0.0054 -0.0026
Si 9.5192 4.0621 12.1951 0.014 0.0195 -0.0106
Si 12.2177 6.7667 12.1935 -0.004 -0.008 -0.0013
Si 9.497 9.4967 12.1936 -0.0064 -0.0113 -0.0033
Si 12.2319 12.2094 12.1828 -0.0095 0.0003 0.0068
Si 14.9589 -1.3794 12.1939 -0.0052 -0.0092 0.0071
Si 17.673 1.3437 12.2126 -0.0022 -0.0017 0.002
Si 14.9514 4.042 12.1929 -0.0091 -0.0076 0.0012
Si 17.6727 6.7773 12.1935 0.0002 -0.0021 -0.0084
Si 14.9409 9.5031 12.186 0.0062 -0.0047 0.0002
Si 17.6748 12.2417 12.2136 0.0077 0.0049 0.0023
Si 20.3868 -1.3527 12.2355 -0.0017 -0.0015 0.0015
Si 23.1228 1.3723 12.2519 -0.0011 0.014 0.0052
Si 20.397 4.072 12.2356 -0.0055 -0.0066 0.0029
Si 23.1322 6.8152 12.2648 0.0026 0.0204 0.0008
Si 20.4045 9.5227 12.2331 0.0076 0.012 -0.0025
Si 23.1172 12.252 12.263 0.001 0.0042 0.0029
Si 25.8479 -1.3348 12.2691 0.0039 0.0165 0.0036
Si 28.5698 1.3913 12.3018 -0.003 0.0066 0.0051
Si 25.8426 4.1158 12.2947 0.0058 -0.0051 0.011
Si 28.5694 6.8225 12.2967 -0.0167 -0.0154 0.0006
Si 25.8456 9.5499 12.2949 -0.0061 0.0026 0.0103
Si 28.5694 12.2687 12.2782 -0.0101 -0.0062 -0.0027
Si 0.0052 0.0141 13.6545 0.0014 0.012 0.0067
Si 2.7183 2.7288 13.6157 -0.0064 -0.0007 -0.0006
Si 0.0097 5.4599 13.6367 0.0013 0.0032 -0.0052
Si 2.7242 8.1753 13.6254 0.001 0.0045 0.0051
Si 0.015 10.904 13.6408 -0.0002 0.0013 0.0009
Si 2.7243 13.6048 13.6344 0.0103 -0.0005 0.0105
Si 5.4318 -0.005 13.586 -0.0044 -0.0007 -0.0011
Si 8.1487 2.7083 13.5605 -0.0003 0.0088 -0.0038
Si 5.4346 5.4404 13.5943 0.006 0.0009 0.001
Si 8.1467 8.1564 13.5819 0.0003 -0.0011 0.0032
Si 5.4333 10.882 13.6094 -0.0048 0.0047 0.0096
Si 8.1451 13.5929 13.5602 -0.0115 0.0094 -0.008
Si 10.8718 -0.014 13.5444 -0.001 0.0026 -0.0007
Si 13.5899 2.6929 13.5542 0.0069 0.0013 0.006
Si 10.8621 5.421 13.5657 0.0013 -0.0001 0.0067
Si 13.5809 8.1389 13.5425 -0.005 -0.0028 -0.0015
Si 10.8584 10.8626 13.5458 0.002 0.0017 -0.003
Si 13.5875 13.5787 13.5403 0.0063 -0.0006 -0.0037
Si 16.3128 -0.0189 13.5624 0.0082 -0.0006 0.0005
Si 19.0357 2.7039 13.5773 -0.0033 0.0017 -0.0039
Si 16.3114 5.4151 13.5488 -0.0061 -0.0067 -0.0082
Si 19.0353 8.143 13.5597 -0.0019 -0.0004 -0.0104
Si 16.3053 10.866 13.5468 -0.0085 0.0102 -0.0069
Si 19.0364 13.5935 13.5823 -0.003 -0.0028 -0.0008
Si 21.7656 -0.0029 13.5954 0.0058 -0.0104 -0.0104
Si 24.4862 2.7276 13.6214 -0.0021 0.0032 -0.0039
Si 21.7658 5.436 13.5949 0.0078 -0.0102 -0.0073
Si 24.4928 8.1713 13.6342 0.0068 -0.0031 0.0013
Si 21.7657 10.8755 13.6059 0.0085 -0.0024 0.0025
Si 24.4927 13.6082 13.6179 -0.0031 -0.0148 -0.0057
Si 27.2105 0.0155 13.64 -0.0002 0.0124 0.0046
Si 29.9327 2.7399 13.664 -0.0038 -0.0016 0.0017
Si 27.2146 5.463 13.6554 -0.012 0.009 0.0032
Si 29.9405 8.1798 13.6468 0.0049 -0.0092 -0.0035
Si 27.2173 10.9049 13.6446 -0.0085 -0.0052 -0.0002
Si 29.9319 13.6182 13.645 0.0039 -0.0046 -0.0033
Si 31.2903 1.3748 15.019 -0.003 0.0038 -0.0022
Si 1.3613 4.0856 14.9925 0.0053 0.0027 0.0029
Si 31.2929 6.8141 15.0107 -0.0034 0.0001 0.0036
Si 1.3663 9.5324 14.9975 0.0101 -0.0061 -0.0026
Si 31.2911 12.2576 15.0057 0.0043 0.0022 -0.0015
Si 1.3634 -1.3553 15.0029 -0.0018 -0.0059 -0.0036
Si 4.0731 1.3546 14.9646 0.002 0.0054 -0.0031
Si 6.7883 4.0653 14.9379 -0.0039 0.0082 0.0003
Si 4.0767 6.7987 14.9711 -0.0069 -0.0053 -0.0006
Si 6.7885 9.5116 14.9555 0.0023 -0.0069 -0.0002
Si 4.0753 12.2362 14.9859 -0.0034 -0.0068 0.001
Si 6.7857 -1.3728 14.9401 0.0034 0.0041 -0.0046
Si 9.5066 1.3418 14.9145 0.0058 -0.0045 -0.0032
Si 12.2268 4.0571 14.9101 0.0047 -0.0022 -0.0076
Si 9.5013 6.7843 14.9265 -0.0016 -0.0051 -0.003
Si 12.2173 9.5006 14.9007 -0.0041 -0.007 0.0023
Si 9.4991 12.2251 14.9143 -0.0004 -0.0055 -0.0018
Si 12.2262 -1.3794 14.9006 0.0057 -0.0071 -0.0053
Si 14.9502 1.3411 14.9161 -0.0066 -0.0007 -0.0004
Si 17.6748 4.0683 14.9215 0.0048 -0.0028 0.0013
Si 14.9475 6.7809 14.8989 0.0108 0.0026 0.0019
Si 17.6736 9.5088 14.9044 -0.0029 -0.0017 -0.0014
Si 14.9453 12.2248 14.9023 -0.0032 0.0001 0.0026
Si 17.6758 -1.3674 14.9271 -0.0029 -0.0028 0.0021
Si 20.406 1.3574 14.9425 -0.001 0.0069 0.0016
Si 23.131 4.0899 14.9671 0.0048 0.0004 0.0057
Si 20.4021 6.8011 14.9365 0.0023 0.0088 -0.0025
Si 23.1334 9.5331 14.979 -0.0034 -0.0035 -0.0002
Si 20.4046 12.2417 14.9454 -0.0024 0.0039 0.0034
Si 23.1316 -1.3532 14.9657 0.0013 0.0067 0.0037
Si 25.8541 1.3774 14.9895 -0.0084 0.0015 0.0051
Si 28.5764 4.1027 15.0171 -0.006 -0.0029 -0.0002
Si 25.8586 6.8242 15.0032 -0.005 0.0056 0.0044
Si 28.579 9.5411 15.0049 -0.005 0.0122 0
Si 25.8531 12.2595 14.9972 0.0066 0.0085 0.0041
Si 28.5734 -1.3419 15.0054 -0.0034 0.0047 -0.0022
Si 29.9335 0.0113 16.3764 0.0036 0.0083 0.0026
Si 0.0047 2.7367 16.3782 -0.0061 -0.009 0.003
Si 29.9371 5.4582 16.3845 -0.0032 -0.0018 0.0048
Si 0.0095 8.1773 16.37 0.0065 0.0108 0.0029
Si 29.9361 10.8985 16.3715 0.0051 -0.0053 0.0011
Si 0.0041 -2.7075 16.3746 -0.0009 0.0049 0.0057
Si 2.7163 0.0123 16.3555 -0.0024 0.0027 0.0004
Si 5.4281 2.7191 16.3188 0.0002 -0.0036 0.0017
Si 2.7185 5.4481 16.3475 0.0032 0.0044 0.0038
Si 5.4267 8.1633 16.3301 0.0013 0.0027 0.0078
Si 2.7162 10.8892 16.364 0.0002 0.0072 0.0072
Si 5.4278 -2.7133 16.3321 -0.004 -0.001 -0.0002
Si 8.1433 -0.0084 16.2892 -0.008 0 0.001
Si 10.8615 2.7058 16.2717 0.0069 0.0172 0.0047
Si 8.135 5.436 16.2918 0.0085 -0.002 0.0021
Si 10.8595 8.1507 16.2724 -0.0047 -0.0018 0.0022
Si 8.1422 10.8821 16.301 -0.0035 -0.0049 0.0059
Si 10.8592 -2.7309 16.2637 0.0026 0.0107 -0.0038
Si 13.5822 -0.0202 16.2619 0.0061 -0.0016 0.0019
Si 16.3158 2.7023 16.271 0.0008 0.0017 0.0025
Si 13.5867 5.4222 16.2589 -0.0123 -0.0076 -0.0009
Si 16.3117 8.145 16.2525 -0.0009 0.0049 -0.0029
Si 13.5773 10.8664 16.2518 0.0034 -0.0004 -0.0024
Si 16.3063 -2.7352 16.2599 0.004 -0.0025 -0.0034
Si 19.0487 -0.0161 16.2846 -0.0039 -0.0052 -0.0049
Si 21.7722 2.7155 16.3035 0.0006 -0.0016 -0.0026
Si 19.0418 5.4296 16.2784 0.0025 -0.0013 0.0012
Si 21.7709 8.1537 16.3059 0.0007 0.0049 -0.0022
Si 19.0376 10.8634 16.2714 -0.0026 -0.0027 0.001
Si 21.7758 -2.7271 16.3115 0.0021 -0.0025 -0.0028
Si 24.4996 0.0016 16.3307 0.0012 0.0004 -0.0028
Si 27.22 2.7291 16.3601 0.004 0.0088 0.0006
Si 24.5016 5.4407 16.3336 -0.0016 0.0005 -0.0034
Si 27.2224 8.1797 16.3683 -0.0045 -0.0092 -0.0006
Si 24.498 10.8872 16.3504 -0.0051 -0.0095 0.0002
Si 27.2171 -2.7061 16.3632 -0.0076 -0.0046 0.0013
Si 31.2893 -1.3475 17.7453 0.0044 -0.0035 -0.0029
Si 1.3571 1.3651 17.7361 -0.0007 0.0074 -0.0009
Si 31.288 4.092 17.7552 0.003 0.0085 0.0085
Si 1.3653 6.8071 17.725 0.0014 -0.0075 -0.0059
Si 31.2932 9.5409 17.7386 -0.0011 -0.0029 0.0018
Si 1.3554 12.2464 17.7366 0.006 -0.0108 -0.0007
Si 4.0651 -1.36 17.7109 -0.0007 0.0049 0.0026
Si 6.7828 1.3455 17.6647 0.0053 0.0052 0.0027
Si 4.0724 4.0774 17.6995 -0.0035 0.0093 0.0016
Si 6.7816 6.7901 17.6745 0.0002 -0.0098 -0.0026
Si 4.0753 9.5213 17.7135 -0.001 -0.0091 -0.0034
Si 6.782 12.2356 17.6799 -0.0033 0.0034 0.005
Si 9.501 -1.3778 17.6363 0.0062 -0.0012 -0.0027
Si 12.2202 1.3378 17.6206 -0.0004 -0.0162 0.0013
Si 9.4962 4.0682 17.6297 -0.0116 -0.0003 -0.0041
Si 12.2224 6.7834 17.6135 0.0085 -0.0051 0.0065
Si 9.5014 9.509 17.6417 0.0119 -0.0016 -0.0007
Si 12.2163 12.2239 17.6133 -0.009 -0.0024 -0.0016
Si 14.945 -1.3792 17.6136 -0.0023 -0.0018 0.0024
Si 17.6829 1.3414 17.6253 0.0162 -0.001 0.002
Si 14.949 4.0652 17.6155 0.005 0.0037 0.0016
Si 17.6769 6.7962 17.6176 -0.01 0.0054 -0.0017
Si 14.9439 9.5067 17.5972 -0.0053 -0.001 -0.0028
Si 17.6706 12.2269 17.6094 -0.0057 0.0057 -0.0024
Si 20.4131 -1.3658 17.6539 0.0025 -0.0019 0.006
Si 23.1407 1.3668 17.6693 0.0028 0.001 0.001
Si 20.4111 4.0794 17.6429 -0.0046 -0.0016 0.0044
Si 23.1382 6.8015 17.6725 0.0045 0.0016 -0.0017
Si 20.4092 9.5227 17.642 0.0006 -0.0049 -0.0028
Si 23.1356 12.2517 17.697 -0.0087 0.0076 0.0029
Si 25.8586 -1.3423 17.7151 -0.0005 0.0114 0.0049
Si 28.5771 1.3745 17.7341 -0.0079 -0.0071 -0.0017
Si 25.8687 4.0976 17.7094 -0.0104 -0.0038 0.002
Si 28.5801 6.8258 17.7427 -0.0067 0.0146 0.0087
Si 25.8621 9.5369 17.7262 0.0051 0.0104 0.0076
Si 28.5783 12.2601 17.7334 -0.0001 0.0011 0.0006
Si 0.0036 0.0072 19.1198 -0.0084 -0.0003 0.005
Si 2.7133 2.7347 19.0856 0.0024 -0.0078 -0.0041
Si 0.0114 5.4608 19.1103 0.0124 0.014 0.0047
Si 2.7206 8.1663 19.0881 0.0008 0.003 0.004
Si -0.0022 10.8994 19.1187 -0.0008 0.0051 -0.0029
Si 2.7026 -2.7066 19.0971 -0.0114 -0.005 -0.0039
Si 5.4288 0.0024 19.0565 0.0006 0.0013 -0.0016
Si 8.1434 2.7156 19.0037 0.0072 0.0089 -0.0086
Si 5.4291 5.439 19.0578 -0.0066 -0.0048 0.0077
Si 8.1357 8.1664 19.0153 0.0022 -0.0034 -0.0007
Si 5.4222 10.8954 19.0706 0.0053 -0.0046 0.0076
Si 8.1522 -2.7272 19.021 0.0042 0.0081 0.0007
Si 10.853 -0.0107 18.9869 0.001 -0.0009 0.0038
Si 13.5948 2.6912 18.9638 -0.0022 0.0182 0.0031
Si 10.8516 5.4358 18.9729 -0.0048 -0.0064 -0.0046
Si 13.5854 8.1506 18.954 0.005 0.0064 -0.0012
Si 10.8656 10.8691 18.9876 -0.0068 -0.0009 -0.0002
Si 13.5736 -2.7328 18.9618 0.0042 -0.0085 0.002
Si 16.322 -0.0335 18.9647 -0.0026 0.0038 -0.0027
Si 19.0498 2.7035 18.9742 -0.0024 -0.0041 -0.0073
Si 16.3053 5.4397 18.9623 0.0094 -0.0061 0.0058
Si 19.0483 8.1503 18.973 0.0067 0.0145 -0.0002
Si 16.2983 10.8716 18.9491 0.0007 -0.012 -0.0101
Si 19.0397 -2.75 18.9718 -0.0073 -0.0048 -0.0111
Si 21.785 -0.0041 19.0103 0.0058 0.0113 -0.004
Si 24.5103 2.7155 19.0371 0.0027 0.0081 -0.0084
Si 21.7837 5.4264 19.01 0.0002 0.0044 -0.0004
Si 24.4971 8.1469 19.0531 -0.0288 -0.0235 -0.0085
Si 21.7631 10.8744 19.0249 0.0005 -0.0026 -0.0023
Si 24.4984 -2.7059 19.0668 0.0019 -0.0043 -0.0006
Si 27.2226 0.0092 19.0907 -0.0009 0.0063 -0.0054
Si 29.9259 2.7249 19.1201 -0.0059 -0.0131 0.0008
Si 27.2219 5.4539 19.094 0 0.003 -0.0026
Si 29.9375 8.1906 19.1113 0.0096 0.0067 0.0012
Si 27.2229 10.9012 19.0966 -0.0038 -0.0026 0.0055
Si 29.9286 -2.7012 19.1124 0.005 0.0021 -0.0007
O 31.2377 0.4195 0.1384 -0.1111 -0.1216 0.3753
O 28.9272 8.4145 38.4555 -0.1959 0.2123 0.1269
O 31.7834 -1.186 38.8231 0.1297 -0.1309 -0.2704
O 30.162 4.1547 0.6936 0.5423 -0.3009 0.2957
O 0.8158 7.9091 0.3406 -0.3934 0.3404 0.2973
O 0.5597 15.0665 0.337 -0.4343 -0.291 0.0769
O 2.7652 13.8943 1.3213 0.4503 -0.3044 -0.3855
O 6.1626 6.4938 36.546 -0.3292 0.3491 -0.2543
O 11.0538 16.0549 1.2397 -0.198 -0.1761 -0.4111
O 12.8435 1.6101 1.4657 0.1593 -0.1507 0.0758
O 8.7098 8.5189 0.8367 0.09 -0.0393 0.202
O 9.9188 12.9575 0.1108 0.3741 0.4418 -0.2361
O 11.357 10.9737 1.1045 0.1701 -0.3471 -0.1106
O 15.5796 14.8899 1.5399 -0.2837 0.2789 0.1684
O 17.6581 0.0386 0.9635 0.492 -0.0559 -0.0537
O 19.0514 -5.3081 38.6816 0.1165 -0.28 -0.3915
O 20.8791 15.6651 1.5093 -0.0731 0.3328 -0.1378
O 21.8973 5.7593 1.4285 0.0968 -0.1618 -0.3616
O 23.7415 7.6126 1.8431 0.2328 -0.1099 -0.0882
O 25.4646 14.5987 2.0367 0.423 -0.1892 0.0106
O 25.3942 3.6993 1.9131 0.1761 0.1973 -0.2853
O 29.2274 13.5575 1.2006 0.5167 -0.1267 -0.0905
O 15.9849 0.8144 2.8242 0.2234 0.4181 -0.0075
O 27.022 -1.4446 31.3229 0.2477 -0.1384 0.4072
O 17.8818 -5.0668 27.9866 -0.082 -0.4741 0.128
O 22.8555 0.9553 29.6284 -0.2684 -0.207 0.1854
O 27.6357 -4.0095 30.7548 0.1063 0.0052 0.6163
O 26.8164 -2.4625 28.8294 -0.3419 -0.1311 0.122
O 0.8312 -4.3313 29.9326 0.2364 0.1333 0.1937
O 29.1336 -1.9063 29.9503 0.2013 -0.0291 -0.6296
O 32.1375 2.3883 30.935 0.3607 -0.2759 -0.1646
O 6.4457 0.7141 29.4597 0.0512 -0.4823 0.2142
O 31.869 9.9027 29.9161 -0.0446 -0.1044 0.3174
O 26.8352 7.3562 31.1591 -0.3803 0.0483 -0.0887
O 29.9829 8.0618 29.2139 0.1178 -0.2906 0.5676
O 0.9835 10.2337 31.8996 -0.0586 -0.3938 0.3094
O 14.2168 -2.0298 32.3711 0.1028 -0.5184 -0.174
O 8.2436 2.6285 28.9837 -0.0608 0.2211 0.3007
O 8.6347 5.0154 34.0207 -0.2669 -0.0912 0.1632
O 10.3903 -2.0006 34.9497 0.4151 0.1325 -0.1964
O 9.5755 -1.647 29.9047 -0.673 -0.0411 0.2247
O 15.6207 0.0368 37.6782 0.0187 -0.7097 -0.0729
O 12.0888 6.6452 29.9048 -0.3798 -0.2247 0.2106
O 17.9828 5.7302 32.2377 -0.0236 0.0354 0.3375
O 2.2954 3.2597 30.7024 -0.359 0.3252 -0.0111
O 21.3081 -3.0576 34.9799 -0.197 -0.0906 -0.2251
O 22.5802 2.8497 35.5599 -0.2303 0.0894 0.1612
O 13.1598 2.1272 29.148 -0.3657 0.0051 0.0703
O 11.1662 0.1769 28.8804 0.0425 0.134 0.4694
O 9.2197 7.7535 30.0895 0.1737 -0.2738 -0.2953
O 18.2323 4.2836 37.0905 0.4839 0.1282 0.036
O 18.8935 -2.7903 28.7441 0.0706 -0.1746 0.0631
O 12.9174 0.5551 37.3805 0.0617 0.082 -0.4074
O 20.5199 9.5832 29.7871 0.2098 -0.2573 0.0821
O 22.8319 -4.2773 29.7826 0.3772 -0.4083 0.266
O 27.4611 0.638 29.8272 0.1439 -0.4336 0.0969
O 26.1034 5.2889 29.5763 -0.3527 0.0528 0.1483
O 29.1058 -3.7211 35.8292 0.0818 -0.355 0.2436
O 22.2078 8.0224 32.1485 -0.061 -0.0675 0.1592
O 24.5444 8.378 28.9082 -0.1122 -0.1094 0.2042
O 30.3755 4.2229 31.4671 -0.213 0.4243 0.6
O 2.3638 0.8243 31.7879 0.316 -0.0143 0.2371
O 25.8062 7.6352 36.4232 0.6829 0.0222 -0.3748
O 21.2457 1.3503 33.9275 -0.2036 0.3564 -0.2175
O 6.8264 -4.3753 32.0959 0.1153 0.2918 -0.1351
O 2.9981 9.325 0.0993 0.127 0.4047 -0.3925
O 1.399 5.5714 35.62 -0.0793 0.1507 0.0176
O 9.449 3.3723 38.2359 -0.1802 0.3603 -0.2754
O 16.5197 7.7943 31.2277 -0.1128 -0.088 0.0902
O 29.3838 -4.5296 33.2789 0.0105 0.0858 -0.102
O 27.5707 3.6596 0.4421 0.0734 -0.1607 -0.6011
O 25.4422 -0.1434 34.2571 0.6218 -0.2424 -0.1133
O 4.8738 7.7567 1.0412 -0.0002 -0.0698 -0.3619
O 16.8373 0.7998 31.3164 0.2664 -0.4715 0.08
O 27.9134 2.1759 37.2686 0.13 -0.2669 -0.0082
O 21.6203 -5.9873 36.9369 -0.1835 0.1695 -0.0094
O 31.6531 -1.5522 30.0249 0.5155 -0.2305 0.0318
O 23.7399 -2.1616 34.673 0.1558 0.1947 -0.1747
O 25.1235 -4.878 33.0065 0.3554 0.1078 -0.2491
O 31.2948 7.0551 32.1425 -0.094 0.05 -0.2429
O 29.3196 2.3823 35.1069 0.1742 -0.3727 0.1964
O 10.4259 3.7508 29.8098 0.2324 0.3106 0.169
O 20.2538 9.7898 32.3781 -0.2563 0.2005 0.2352
O 27.9087 4.8977 31.3071 -0.0107 0.0763 0.5387
O 7.8612 -1.3349 34.4372 0.0656 0.6117 -0.3056
O 11.0114 5.5425 35.186 0.2936 -0.1559 -0.1917
O 31.5321 -3.2958 36.6567 -0.0546 -0.0247 0.4346
O 14.2628 2.8272 31.3548 0.1039 0.2933 0.3432
O 11.4467 -5.946 38.0635 0.3388 0.0408 -0.6093
O 24.4339 6.564 38.3309 -0.0164 -0.0892 -0.1914
O 16.1592 1.2948 33.8414 0.198 0.1735 0.1029
O 21.274 5.6374 31.5305 -0.2384 0.2759 0.3213
O 6.3818 -3.4334 34.6145 -0.463 -0.0504 -0.0597
O 18.481 -1.9934 31.5447 -0.2403 0.1145 -0.1872
O 30.315 -1.562 34.9536 0.5971 0.2656 -0.0927
O 31.5722 4.8505 36.344 0.0346 0.3071 -0.3236
O 13.4329 6.5637 32.1664 0.5 -0.4565 0.0775
O 0.1751 4.9628 31.4456 0.4106 0.0641 -0.0158
O 6.3794 -5.3998 36.6857 -0.2277 0.3785 -0.1751
O 4.9533 9.3579 35.1593 -0.0281 -0.2617 -0.2407
O 14.5737 -0.6282 34.6009 0.0295 -0.0159 0.3034
O 0.616 3.1495 38.3943 -0.1348 0.093 -0.3913
O 12.2117 7.0419 37.119 -0.3943 0.2727 -0.0029
O 21.4872 8.2477 0.5572 0.0715 -0.158 -0.581
O 22.0079 3.1976 30.6863 0.0396 -0.3376 0.5519
O 6.1804 3.8831 36.5289 0.0021 0.1386 -0.6892
O 16.4348 -5.3832 38.3533 -0.3193 -0.1549 -0.031
O 14.169 -1.6171 29.7723 -0.1432 -0.3587 -0.0938
O 25.7353 0.7965 38.0279 -0.2388 0.2954 0.0401
O 3.1177 2.56 35.1409 0.0607 0.4439 -0.3953
O 2.9834 7.6642 35.4137 0.1211 -0.1063 -0.3954
O 30.2928 0.4258 30.9317 -0.5294 0.1808 -0.1899
O 23.3942 -0.4585 38.4099 -0.4182 0.0363 -0.566
O 17.5127 1.9626 37.986 -0.0703 -0.001 -0.3645
O 23.1321 -3.9333 36.6159 0.333 -0.0104 -0.0393
O 19.8614 3.7711 32.4079 0.1751 -0.2335 0.4234
O 32.5746 0.0637 32.1216 -0.1313 -0.5237 -0.2611
O 11.5745 7.2623 0.592 -0.2926 0.623 0.3389
O 17.7147 6.1212 29.6997 0.4377 -0.396 -0.0136
O 6.7746 7.0222 30.1779 -0.3972 -0.0604 0.4161
O 18.6848 0.987 33.2509 0.0419 0.2196 0.0663
O 22.8828 6.7053 29.8893 -0.2765 -0.0907 0.1049
O 10.226 1.0246 37.5336 0.0833 0.0307 -0.4219
O 28.7534 -5.1483 28.7088 0.0121 0.4764 0.111
O 9.4616 3.2721 32.2204 -0.078 -0.6559 0.1983
O 21.7469 9.3516 34.4454 -0.1766 0.3569 -0.1273
O 27.9217 8.0558 0.6043 0.2062 -0.0864 -0.0038
O 13.5906 5.4341 35.6498 -0.0377 -0.6946 -0.3806
O 13.1353 8.8152 33.6432 -0.1181 0.1316 0.272
O 28.8251 7.8007 32.7382 -0.2013 -0.3574 0.2557
O 2.7776 9.7211 33.7335 -0.3149 -0.1881 -0.146
O 25.0839 -1.2328 36.6033 0.2889 -0.3644 -0.1709
O 13.4885 0.3066 31.4186 -0.0568 0.2036 -0.4151
O 1.2682 7.074 32.49 0.1789 0.5373 0.6083
O 25.1311 9.8115 35.0669 -0.1596 0.3447 0.2159
O 16.7499 -3.9302 29.9608 -0.2283 0.3783 0.119
O 30.9004 4.1484 38.7719 -0.6688 -0.0881 0.1027
O 29.6142 -1.6595 37.4631 -0.3856 0.4589 -0.2655
O 29.5984 6.0614 37.5484 -0.17 0.4136 -0.4769
O 19.0993 7.8427 31.1175 0.5999 -0.1216 0.2751
O 28.9076 2.8031 29.9043 0.0393 0.2882 -0.0218
O 3.2279 -1.207 37.2797 -0.0267 0.5813 0.1031
O 6.9224 3.4578 32.578 0.0262 -0.06 0.0584
O 6.9285 -3.8461 38.6668 -0.1804 0.1077 0.3022
O 23.1601 0.2817 35.4541 -0.522 -0.2467 0.537
O 21.8532 13.6273 0.228 0.0707 0.1943 0.1717
O 0.1705 9.2442 36.0613 -0.14 -0.5308 0.0539
O 4.9128 2.388 1.2431 -0.136 0.0582 -0.3906
O 20.9897 -2.8652 31.0855 -0.286 -0.3939 0.0677
O 23.3844 -5.4268 38.8422 0.3033 -0.1564 -0.2933
O 3.9037 1.4835 29.8137 0.041 0.1171 -0.242
O 1.8363 -1.457 33.0391 -0.1023 -0.0253 -0.3541
O 28.1801 9.6879 30.9239 0.4036 -0.0654 -0.0162
O 25.0226 -0.2147 30.3235 0.0908 -0.1607 0.2333
O 12.2928 -4.6392 29.9514 0.4791 -0.0229 0.1599
O 16.704 -2.919 37.437 -0.3448 0.3366 -0.0756
O 16.1884 5.4612 35.7761 -0.2926 -0.2642 0.2864
O 25.6678 5.0046 33.8856 0.2796 0.0338 -0.2786
O 1.0041 -6.0101 38.3743 0.4239 0.4184 0.3439
O 23.8666 1.7898 33.4462 -0.1714 0.3697 -0.3655
O 5.5274 -1.427 35.9767 0.3043 -0.0139 0.3593
O 14.6139 2.0754 38.8281 -0.4176 0.6349 -0.052
O 27.1413 6.4626 38.4136 -0.2063 -0.6747 -0.0895
O 10.2669 -3.8226 31.3006 -0.769 -0.0858 0.2653
O 8.2291 10.1575 30.7449 0.2197 -0.0554 0.0185
O 1.5809 6.9249 29.8951 -0.1674 0.2616 0.0764
O 22.9814 -1.6704 29.8261 -0.4403 -0.0839 0.0038
O 15.6657 10.366 31.3198 -0.6525 0.3723 0.0887
O 27.535 4.2489 35.67 0.1048 0.4713 -0.1506
O 7.402 8.6488 36.0838 0.1556 0.0793 -0.2993
O 26.2534 10.4578 29.427 -0.1192 0.4347 0.045
O 22.7561 4.7748 37.3506 -0.1691 -0.3494 0.056
O 30.8754 8.1972 34.4886 -0.0472 -0.6549 0.4124
O 7.753 -2.3013 36.8055 0.3459 0.0855 0.0024
O 26.6816 9.2955 33.0207 0.1298 -0.2737 0.2931
O 3.2778 4.2734 0.3443 0.4552 -0.011 -0.1713
O 9.6462 -1.5579 32.4921 -0.2461 0.3994 0.1018
O 20.5479 8.089 36.3709 -0.0039 -0.3257 -0.2275
O 1.5457 1.3694 36.804 -0.1077 -0.4148 -0.0854
O 26.234 2.4242 34.3571 0.6362 -0.1747 -0.1587
O 13.354 8.7855 38.7108 0.4908 0.1133 0.0899
O 15.0785 7.1029 34.0307 0.5244 -0.0635 -0.1694
O 23.2566 8.3648 36.281 0.0538 -0.2721 0.2913
O 28.0709 -2.376 33.8777 -0.4742 0.2608 -0.0154
O 8.4471 7.9296 32.4948 -0.5333 0.3519 0.3941
O 8.7343 5.0583 0.4281 0.0684 0.4541 0.0202
O 11.7203 2.213 31.7179 -0.2062 -0.2493 0.3159
O 3.3136 -2.48 34.9514 0.168 -0.2688 -0.0468
O 8.7836 -3.722 33.7725 0.3473 -0.3959 -0.0688
O 11.593 4.8205 31.8068 0.1245 -0.0106 0.5407
O 18.1215 9.0594 37.2754 -0.3234 0.1296 -0.4085
O 7.8326 7.2993 38.4256 -0.399 0.341 0.0099
O 11.9194 -1.798 31.1391 -0.1062 -0.1838 -0.0515
O 4.3174 3.3726 32.415 -0.1164 0.039 0.6961
O 1.2512 0.856 34.2289 -0.0895 -0.1932 0.233
O 7.4512 12.1605 0.7754 0.3868 -0.048 0.1923
O 30.1435 -1.7097 32.3693 0.4408 -0.4085 -0.0295
O 2.3065 -4.0588 33.0871 0.2976 0.1048 -0.1478
O 3.4884 8.1429 31.2314 -0.0805 -0.0918 0.1418
O 8.331 5.4942 31.4754 0.1155 -0.1718 -0.1009
O 26.3557 10.1675 0.2661 0.2556 0.2497 -0.4781
O 6.1605 2.8038 38.889 -0.0282 -0.5857 0.3207
O 3.4593 -5.5671 31.3623 0.0315 0.6252 -0.0409
O 0.739 -3.0202 34.8751 -0.1611 0.014 -0.4994
O 14.705 7.6423 36.5539 0.1664 0.4469 -0.0372
O 25.9183 8.7365 38.7816 0.0555 0.5156 -0.579
O 12.1857 -5.1718 32.6231 0.0358 0.4725 -0.0908
O 2.7641 -2.6906 29.2222 0.0152 0.2311 0.6311
O 24.9461 3.8964 36.1423 0.3152 -0.3748 0.6482
O 18.3665 4.5593 34.5107 0.0472 -0.1786 0.1219
O 29.1614 -5.284 38.4782 -0.4626 -0.0449 -0.3819
O 11.7265 4.5224 37.5029 0.2481 -0.3176 0.1058
O 23.2054 5.2769 34.7633 -0.4141 0.2389 -0.0245
O 18.9211 4.5032 0.0018 -0.2996 0.3264 0.3917
O 23.4076 -3.1907 32.0466 0.0995 0.4221 0.0928
O 4.678 4.2134 30.0056 0.3926 0.1226 0.3342
O 12.7853 -5.368 35.0731 -0.1949 -0.0956 0.3268
O 20.1253 -0.8078 29.7574 0.0204 0.5376 0.0493
O 6.6764 0.7889 0.2076 0.2454 -0.4988 -0.2207
O 19.4158 7.1979 38.5275 -0.503 -0.3169 0.0068
O 14.265 6.2951 38.658 -0.3829 -0.404 -0.0599
O 30.881 1.7303 33.1662 0.3385 0.0591 0.2523
O 18.1079 -0.6361 37.4141 0.2364 0.2906 -0.2828
O 24.3139 3.2154 29.336 0.2315 -0.151 0.166
O 31.4818 -5.5352 34.4265 0.3197 0.5183 0.1447
O 30.2735 -6.641 36.5579 -0.4407 -0.0511 -0.0834
O 5.5868 1.1281 31.8147 0.0933 -0.4332 0.3434
O 4.5902 -0.9629 30.132 0.1364 -0.267 0.2961
O 19.6925 10.231 0.135 0.1071 0.3956 -0.1171
O 31.6128 -4.4877 31.8259 -0.1654 0.4267 -0.0003
O 25.7504 5.5639 0.1564 0.1454 0.2088 0.1271
O 3.9059 5.3144 36.2039 -0.1829 -0.4434 -0.3089
O 6.3555 -1.2143 38.839 -0.5472 0.1802 -0.4643
O 30.5829 9.5964 32.3289 0.1596 -0.0498 -0.4113
O 14.6735 -3.3727 34.5302 0.4923 -0.4622 -0.3551
O 10.7311 9.8346 31.0342 0.3099 -0.4459 0.5239
O 21.2441 -3.9497 38.588 0.0424 0.1545 -0.0708
O 18.4169 6.7066 36.1049 0.1197 0.1328 -0.4828
O 5.0675 5.1452 38.563 -0.4453 0.2575 0.2279
O 8.7807 -5.6076 37.832 -0.0369 -0.4781 -0.4044
O 0.5892 12.5758 0.617 0.2509 -0.0173 0.0942
O 13.5165 5.3971 0.8121 -0.1234 -0.0242 -0.5328
O 32.2047 5.393 33.8959 -0.7192 -0.0447 0.1622
O 11.1231 -1.3928 37.3981 -0.2658 -0.0842 0.1666
O 19.1399 -2.7761 36.3717 -0.0329 -0.5233 0.0099
O 27.1519 -4.8873 34.5824 -0.1848 0.0906 0.5139
O 14.5096 -4.4077 36.9287 -0.1682 -0.5907 0.1365
O 3.7714 0.1083 35.0209 -0.0643 -0.1343 -0.3489
O 5.552 1.9766 34.2458 0.3853 0.0653 0.2596
O 24.5655 7.4369 34.1486 0.0936 0.4015 -0.3847
O 18.2182 10.3428 30.8002 0.1067 -0.031 -0.2536
O 26.2143 1.0828 32.1347 0.204 0.341 -0.09
O 19.0091 -3.0094 33.8255 0.4078 -0.4538 -0.1279
O 16.6071 -1.8705 33.4856 0.0601 0.5542 0.006
O 20.5842 -0.5655 32.3023 0.6589 0.0553 -0.1611
O 17.1929 -4.1924 32.4756 -0.0029 -0.3371 0.3952
O 0.5239 3.1813 35.092 -0.4292 -0.1087 -0.0489
O 3.1711 5.597 31.6086 0.2853 -0.0172 0.3331
O 12.6282 -2.8839 35.9403 0.0829 0.3936 0.0464
O 14.6859 1.7159 35.9929 0.026 0.2559 -0.1898
O 23.7872 5.9012 32.2282 0.3946 -0.3563 -0.2964
O 19.9384 -0.7551 34.831 -0.2033 0.3666 0.6122
O 7.7327 1.6974 37.2227 -0.0015 -0.2248 -0.5218
O 13.5417 1.66 33.6399 -0.2692 0.2926 0.3613
O 5.765 9.6626 31.2131 0.1937 -0.5168 0.4903
O 10.6369 9.3359 33.9105 -0.3432 0.0391 0.2349
O 8.8012 6.4532 36.1856 0.1418 -0.2233 0.2983
O 10.312 2.9812 0.565 0.4627 -0.1818 0.1636
O 2.2568 6.6557 37.7641 0.0284 0.0575 0.0259
O 28.5363 2.6667 32.5635 -0.6214 -0.0384 0.0538
O 19.797 4.1949 29.8294 0.0031 0.1686 0.3095
O 22.7502 -5.7316 32.4139 0.2503 -0.0256 -0.1962
O 10.3744 -3.8525 36.835 -0.3174 -0.0448 -0.2226
O 2.6477 -6.1967 36.3095 0.5713 0.3396 0.4652
O 17.3706 3.1481 32.4747 -0.2674 0.1714 -0.2945
O 10.9537 7.3195 32.2221 -0.0958 0.0639 -0.0403
O 28.7802 0.2141 33.6534 -0.3621 0.0155 -0.1145
O 1.3847 -3.0706 37.4411 -0.2042 -0.3455 0.2434
O 5.0972 1.5508 36.7513 0.0334 -0.3627 0.4241
O 7.1968 -5.8787 34.2163 0.3043 -0.4688 -0.2074

Results
total energy: -215218.320 eV
total energy less fixed offsets of O -438.35, Si -107.03 eV per atom: -6.400 eV
